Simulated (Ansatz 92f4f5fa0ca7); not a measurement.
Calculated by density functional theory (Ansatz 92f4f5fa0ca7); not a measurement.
Periodic cell of 223 atoms, Si132O90B1, from a study of silicon, its oxide and their interface. The atomic structure is a simulated model.
Doubt: the cutoff is far below the 930 eV that the study's wrapper takes by default for these files, so forces and energies are approximate.

Settings
functional: PBE
potential files: Ansatz PAW
basis: plane waves
wave-function cutoff: 580 eV
density cutoff ratio: 5
exchange-correlation grid ratio: 1
k mesh: 1 x 1 x 1, Gamma-centred
self-consistency stop: 5e-08 eV per atom in the density residual
occupations: fixed
spin: none
net charge: -1 e, with a uniform compensating background and no finite-size correction

Cell vectors (angstrom)
a 10.938 0 0
b 0 10.938 0
c 0 0 32.1988

Atoms and the computed forces on them: element, x, y, z (angstrom), force x, y, z (eV/angstrom)
Si 10.5854 0.2259 24.888 0.001 0.0226 0.2256
Si 5.7336 10.6794 24.7604 0.0223 -0.0232 0.1915
Si 2.4799 2.9145 24.6633 -0.0248 0.0192 0.2145
Si 8.4254 2.4644 24.846 0.0203 -0.0117 0.1799
Si 0.2726 5.167 24.7786 0.036 -0.0226 0.1868
Si 5.1526 5.7502 24.716 -0.0287 0.0256 0.203
Si 2.9287 8.0104 24.6121 0.0261 -0.0424 0.2232
Si 7.9363 8.4354 24.7567 -0.013 0.01 0.2138
Si 1.3279 1.3825 26.0636 -0.0022 0.016 -0.0295
Si 6.8412 1.3113 26.1381 0.0173 -0.016 0.0088
Si 4.0439 4.1042 26.016 -0.0018 0.0078 -0.0099
Si 9.6037 4.0598 26.1087 0.0086 -0.0005 -0.0128
Si 1.3932 6.8302 26.0217 0.0045 0.0078 -0.006
Si 6.7651 6.853 26.0544 -0.002 0.0087 -0.0257
Si 4.0969 9.5367 26.0182 0.0025 -0.0006 -0.0236
Si 9.465 9.5686 26.1721 -0.0243 0.01 0.002
Si 2.7267 -0.0083 27.3743 -0.0068 -0.0005 -0.0632
Si 8.1558 -0.0189 27.5829 -0.0188 -0.0178 0.1028
Si 0.0089 2.7208 27.5143 0.0106 0.0065 0.0825
Si 5.4414 2.7422 27.3961 -0.0027 -0.0085 -0.0533
Si 2.7247 5.471 27.4569 0.003 0.0065 0.02
Si 8.183 5.4711 27.3839 -0.0016 -0.0116 -0.0587
Si -0.0076 8.182 27.4059 -0.0007 -0.0135 -0.0515
Si 5.4352 8.2028 27.4733 -0.0165 -0.0181 0.0479
Si 4.0799 1.3604 28.7679 0.0132 0.0027 0.0691
Si 9.5802 1.3554 28.8865 -0.0423 -0.0047 -0.1383
Si 1.3634 4.1169 28.8524 -0.0149 -0.06 -0.0916
Si 6.8305 4.1001 28.7675 0.0118 -0.0092 0.0711
Si 4.0942 6.8222 28.8402 -0.0054 0.002 -0.0603
Si 9.5529 6.8186 28.7762 0.0068 0.0241 0.0487
Si 1.37 9.5639 28.7637 -0.0244 -0.0013 0.0654
Si 6.775 9.542 28.9004 0.1022 0.0401 -0.1554
Si 0.0224 -0.0265 30.1944 0.0438 -0.0185 0.0061
Si 5.4228 0.0055 30.2015 -0.0337 0.0444 0.0139
Si 2.7382 2.7254 30.1768 0.005 0.003 0.0082
Si 8.1952 2.7485 30.1844 -0.0151 0.0065 -0.0043
Si -0.0303 5.4682 30.186 -0.0206 0.0349 -0.0046
Si 5.4789 5.4532 30.177 0.01 -0.0214 0.0094
Si 2.7196 8.2104 30.1736 -0.0175 0.0201 -0.0172
Si 8.202 8.1739 30.191 0.0059 -0.0333 0.0156
Si 1.3815 1.3573 31.5608 -0.0102 -0.0152 0.0201
Si 6.8233 1.3739 31.5338 -0.0169 0.0202 -0.0109
Si 4.1116 4.0869 31.5449 -0.0023 -0.0021 0.0339
Si 9.5633 4.0982 31.5751 0.0024 0.0093 0.0265
Si 1.3465 6.8453 31.5278 0.0119 -0.0234 -0.0301
Si 6.8429 6.8066 31.5662 0.0158 0.0139 0.028
Si 4.0752 9.5679 31.5756 -0.0035 -0.012 0.0398
Si 9.5791 9.548 31.549 0.0018 -0.0002 -0.012
Si 2.7435 0.016 0.7651 -0.0123 -0.0123 -0.0053
Si 8.1993 -0.001 0.6849 0.0084 0.0078 -0.0347
Si 0.0227 2.7333 0.74 -0.0013 -0.0074 -0.0097
Si 5.4777 2.724 0.7289 0.0116 -0.012 -0.0064
Si 2.7261 5.4837 0.6814 -0.0179 0.0198 -0.0294
Si 8.1894 5.4406 0.7633 0.0191 -0.0179 -0.0194
Si 0.0056 8.1896 0.7287 -0.0247 0.0105 -0.0029
Si 5.4622 8.1799 0.7307 0.0005 -0.0058 -0.0097
Si 4.1214 1.3943 2.1327 -0.0231 -0.0646 -0.0598
Si 9.5654 1.3438 2.0693 0.0063 -0.0001 -0.0198
Si 1.4305 4.1057 2.0884 -0.0494 -0.0314 -0.0774
Si 6.8064 4.0805 2.1338 0.0785 0.0738 -0.059
Si 4.1066 6.7831 2.0979 0.0528 0.0286 -0.07
Si 9.5715 6.8297 2.0932 0.0021 -0.0202 -0.0334
Si 1.3764 9.553 2.0959 0.0513 -0.0023 -0.0187
Si 6.8366 9.5855 2.0616 -0.0351 0.0148 -0.0297
Si 0 -0.0182 3.4255 0.039 0.0931 0.0677
Si 5.5045 0.0034 3.4823 -0.0722 -0.0597 -0.1148
Si 2.917 2.9034 3.4986 0.1268 0.2395 0.1719
Si 8.1856 2.6725 3.4613 0.095 0.1336 -0.0748
Si 0.0313 5.4662 3.4315 -0.0502 -0.0568 -0.0485
Si 5.338 5.3253 3.5187 -0.0722 -0.2085 0.1501
Si 2.7789 8.1994 3.4543 -0.0422 -0.007 -0.0787
Si 8.1775 8.2088 3.4114 0.0232 -0.0052 0.0589
Si 1.4225 1.4641 4.6387 -0.0374 0.0296 -0.12
Si 6.8141 1.3703 4.8942 0.0119 -0.0428 0.2575
B 4.174 4.0797 4.7173 0.2561 -0.2131 -0.4037
Si 9.5656 4.0859 4.7612 -0.0363 -0.032 0.0079
Si 1.4679 6.7674 4.7838 0.0308 0.0496 0.1894
Si 6.7335 6.8512 4.7133 -0.0354 -0.0012 -0.1519
Si 4.1432 9.5688 4.8514 0.029 0.0615 0.0562
Si 9.559 9.5376 4.8196 0.0399 -0.047 0.0126
Si 2.7599 0.1394 6.0285 -0.0682 -0.0973 0.09
Si 8.1854 -0.0489 6.285 -0.0157 -0.0243 -0.0455
Si 0.0314 2.7178 6.0775 -0.0217 0.0033 0.0713
Si 5.3286 2.8612 6.042 -0.2061 0.2621 0.1497
Si 3.0234 5.2927 5.8602 -0.137 -0.0732 0.1616
Si 8.1053 5.4734 5.9943 0.1083 0.0004 0.0919
Si 0.0596 8.1307 6.1548 -0.0186 0.0541 -0.0117
Si 5.5005 8.1939 6.2644 -0.0069 0.017 0.0667
Si 3.8515 1.6475 7.5268 0.0333 -0.1087 -0.3172
Si 9.8465 1.1457 7.446 0.13 0.007 -0.2388
Si 1.7625 3.8624 7.184 -0.238 0.1162 -0.2106
Si 6.5526 4.3906 7.4004 0.1892 -0.1099 -0.2283
Si 4.3196 6.5249 7.4533 -0.0877 0.2334 -0.0989
Si 9.3475 6.9014 7.3436 0.0116 -0.0436 -0.239
Si 1.1677 9.9241 7.2621 -0.0194 0.0029 -0.24
Si 7.1824 9.1864 7.6658 -0.0237 -0.0275 -0.3051
O 8.3762 8.0846 7.929 -0.0874 0.0511 0.0645
O 2.6653 2.7187 7.963 0.0968 -0.0018 0.0923
O 9.519 1.3478 24.2864 -0.0024 0.0052 -0.1014
O 4.0471 6.8641 24.1514 0.0049 -0.0035 -0.1177
O 0.0317 0.0116 7.9129 -0.0315 0.0008 0.1344
O 5.4982 5.5089 8.0445 -0.0471 -0.0439 0.0708
O 6.8465 9.5684 24.2204 -0.0026 0.0067 -0.1063
O 1.3696 4.0597 24.1941 -0.006 0.0021 -0.1068
O 3.5564 7.1813 8.7978 -0.0443 0.1109 0.342
O 1.2269 4.855 8.3559 -0.2132 0.0882 0.5201
O 9.7744 5.9707 8.6534 0.0401 -0.0145 0.2147
O 2.1819 9.4464 8.4664 0.0145 -0.0527 0.2149
O 7.4224 3.8095 8.6827 0.1251 -0.0958 0.3886
O 4.3558 0.9899 8.9696 0.1445 -0.0824 0.4797
O 6.7236 9.5028 9.2119 -0.0186 0.0331 0.4851
O 9.2691 1.8747 8.8104 -0.1373 0.0634 0.2675
O 7.7169 3.1587 23.5382 -0.0952 0.0763 -0.2402
O 10.5008 5.8427 23.4647 -0.074 0.0851 -0.2251
O 5.0887 0.4336 23.4183 -0.0665 0.0869 -0.2355
O 5.8674 5.0966 23.3853 0.0726 -0.0931 -0.2199
O 3.1055 2.2061 23.2963 0.0916 -0.0702 -0.2331
O 2.297 8.7181 23.2364 -0.0925 0.073 -0.2179
O 8.6175 7.746 23.421 0.0932 -0.0777 -0.2373
O 0.2467 10.3363 23.6208 0.0532 -0.0882 -0.2566
Si 4.3929 1.574 22.4876 -0.0025 0.0107 0.3806
Si 3.4969 7.916 14.0328 -0.008 0.0112 -0.2665
Si 7.1145 0.9685 14.6436 0.0109 0.0173 -0.2071
Si 0.9417 9.3592 22.54 0.0167 -0.0406 0.3707
Si 1.1765 4.2668 11.803 -0.012 0.0791 -0.3669
Si 6.2741 8.9741 15.3061 0.0032 -0.0151 -0.1261
Si 0.6575 1.35 12.3051 0.0303 0.0161 -0.3009
Si 8.6229 4.9559 20.521 -0.0411 0.053 0.2516
Si 0.3204 5.8015 9.2876 0.1696 -0.0278 -0.6246
Si 5.0945 3.1247 17.9234 -0.0187 -0.0196 0.0057
Si 0.879 3.7541 16.7329 -0.0423 -0.0081 -0.0664
Si 10.3865 2.8437 19.2191 -0.0041 0.016 0.1171
Si 5.306 1.1677 10.3098 -0.0657 -0.0254 -0.539
Si 0.8845 0.1828 19.8568 0.0405 -0.0666 0.1908
Si 6.6359 9.4393 10.8499 -0.0846 0.0878 -0.4815
Si 9.341 9.6883 18.3178 0.0286 0.0203 0.0314
Si 9.3997 9.2422 12.5491 -0.0409 0.0236 -0.3252
Si 6.5761 3.8523 22.6088 -0.0084 -0.0061 0.3527
Si 2.3392 8.1174 9.3728 0.1142 -0.1929 -0.5476
Si 10.5964 7.3743 17.0779 -0.0202 0.007 -0.0184
Si 2.518 6.2984 16.5909 -0.0021 0.0118 -0.0885
Si 10.1863 4.5062 14.1408 0.0407 -0.0347 -0.2439
Si 6.1437 9.1975 18.5055 -0.0109 0.0227 0.0185
Si 7.9819 2.5531 9.5499 -0.0615 0.0938 -0.5627
Si 8.8628 2.1669 12.4212 -0.043 0.077 -0.3887
Si 5.3521 6.2502 18.0591 0.0192 -0.0123 0.019
Si 3.9284 0.567 19.4758 -0.024 0.0256 0.2124
Si 4.2771 3.8186 12.0177 0.004 -0.0823 -0.3479
Si 5.5431 6.5847 12.1371 0.0068 0.0537 -0.319
Si 8.0135 2.4992 17.2064 0.0052 -0.0117 -0.0289
Si 4.3486 2.4752 14.9491 -0.0064 0.0472 -0.2016
Si 1.5236 1.2186 15.2512 -0.0228 0.025 -0.1684
Si 1.5917 9.409 12.0419 0.0875 -0.072 -0.3979
Si 8.0571 6.8574 13.8559 -0.022 -0.016 -0.2081
Si 10.3776 9.8361 15.4757 -0.0223 0.0306 -0.1475
Si 9.8069 7.0113 22.5747 -0.0123 0.0161 0.3497
Si 8.1245 5.485 17.4167 0.0177 -0.0163 0.0425
O 6.0335 7.9376 11.2769 -0.0218 -0.1122 0.1907
O 6.0297 9.2217 16.8858 -0.0006 0.0012 0.0421
O 7.6557 1.3949 13.169 -0.0473 -0.0444 0.1701
O 0.8568 1.7564 13.8708 0.0371 -0.0076 0.1965
O 9.4491 6.2464 16.8886 0.0037 0.0127 0.0053
O 6.7664 6.1999 13.1336 0.0886 -0.0049 0.1392
O 5.1371 4.6617 18.5922 -0.0028 0.0143 -0.0202
O 9.2136 2.1367 18.2763 -0.0119 -0.0047 -0.032
O 2.3709 0.1019 19.1009 0.0132 0.0015 -0.0697
O 9.4096 10.2379 16.7554 -0.0065 -0.0083 0.0199
O 2.7877 4.4112 11.6628 0.0306 -0.0126 0.1067
O 5.0682 10.3308 19.1032 0.0363 -0.0384 -0.0483
O 9.4142 3.2572 13.4681 0.0282 0.0539 0.1389
O 0.4537 1.7734 19.9508 -0.017 0.0201 -0.0556
O 3.1357 1.3645 15.0436 -0.0036 -0.0144 0.0551
O 8.1629 5.391 19.0336 -0.0203 0.0112 -0.1189
O 3.9034 6.6101 17.3943 0.0085 -0.0011 0.0129
O 4.5599 3.2819 16.3689 0.0127 0.0111 0.0612
O 9.0741 5.6795 14.3064 0.004 -0.0009 0.0604
O 5.455 2.7645 22.1648 -0.0043 -0.0076 -0.1181
O 10.7168 4.1701 15.6276 0.042 -0.0167 0.112
O 0.3021 3.8715 18.2568 0.0146 0.0068 -0.0255
O 10.4326 10.5182 19.2127 -0.0479 -0.0151 -0.0598
O 9.6485 10.0203 14.0109 0.031 0.014 0.1755
O 10.8984 8.1281 22.1144 0.0083 0.0128 -0.1157
O 1.1851 2.1685 16.5256 0.0012 0.0131 0.0466
O 9.7211 3.7473 20.4103 0.0385 -0.0501 -0.0928
O 8.1645 4.0322 16.6914 -0.0083 0.0044 0.0081
O -0.0238 9.0948 11.8938 -0.0706 0.013 0.1263
O 6.5767 2.4163 17.9772 0.0047 -0.0001 -0.0033
O 5.5485 10.6859 11.1535 0.0291 -0.0676 0.1627
O 7.7526 9.6086 18.8385 -0.0061 -0.0052 -0.0191
O 10.0055 1.029 12.0506 0.0121 -0.0128 0.0974
O 0.9464 7.2961 9.2969 -0.0451 -0.0045 0.2132
O 0.6009 4.7855 13.2477 -0.0857 0.0186 0.1864
O 5.7198 7.6321 18.97 -0.0039 -0.0045 -0.0245
O 5.2423 5.0707 11.5166 -0.0064 0.0381 0.0966
O 2.722 6.9764 15.1234 -0.0285 -0.0408 0.113
O 0.9325 2.6913 11.4405 -0.0051 -0.0556 0.1257
O 0.8562 10.6869 15.5411 -0.0016 -0.022 0.0553
O 2.4907 8.6589 10.8987 -0.075 0.1328 0.3844
O 4.7174 2.4169 11.2346 -0.0575 0.1718 0.2078
O 4.2437 3.4876 13.6484 -0.0035 -0.0546 0.2308
O 2.2044 4.6898 16.5169 0.0096 0.0056 0.0243
O 10.7017 8.25 15.6943 0.0098 -0.0248 0.0401
O 6.9337 10.2982 14.6454 -0.0129 -0.0156 0.064
O 2.343 8.9284 13.426 0.0566 -0.0433 0.1744
O 8.0359 1.5331 15.8833 0.013 0.0176 0.0711
O 4.131 6.973 12.8639 -0.0624 0.0372 0.1475
O 4.1772 2.0171 18.7224 0.0171 0.0326 -0.0546
O 7.2898 4.4246 21.2774 0.0829 0.0373 -0.1787
O 8.4149 2.9653 11.069 0.0692 -0.0347 0.3445
O 1.1897 6.8852 17.3667 0.0052 -0.0043 0.0083
O 5.6421 1.5644 14.7633 -0.0028 -0.0093 0.0606
O 8.1227 9.7446 11.5755 0.1522 -0.0203 0.2047
O 9.2103 6.2831 21.2543 -0.0436 -0.0843 -0.1788
O 8.9648 7.7116 12.8344 -0.017 -0.0523 0.1145
O 1.6507 0.1158 11.9112 -0.0393 0.0089 0.1263
O 6.6606 6.1475 17.0581 -0.0158 0.0034 0.0007
O 7.4067 7.8116 15.0282 -0.0228 0.0384 0.0769
O 1.1964 10.306 21.2428 -0.0007 0.1015 -0.2303
O 10.026 8.2069 18.3507 0.0032 -0.0062 -0.0168
O 3.9638 0.8642 21.0895 -0.0278 -0.063 -0.2508
O 0.3074 5.17 10.767 0.0787 -0.1025 0.3829
O 6.7764 1.4844 9.6827 -0.0232 -0.0506 0.2019
O 4.7851 8.701 14.6759 0.0435 0.0235 0.0816

Results
free energy: -135250.357 eV
free energy less fixed offsets of B -154.04, O -568.88, Si -635.61 eV per atom: 3.403 eV

The program warned: the cutoff lies below the one the program advises for these potential files; the forces do not sum to zero within the program's tolerance; the exchange-correlation potential is rough where the density is thin.
